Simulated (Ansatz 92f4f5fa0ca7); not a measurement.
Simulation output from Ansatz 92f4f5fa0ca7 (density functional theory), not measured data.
Periodic cell of 240 atoms, Si147O87H6, from a study of silicon, its oxide and their interface. The atomic structure is a simulated model.
Doubt: the cutoff is far below the 930 eV that the study's wrapper takes by default for these files, so forces and energies are approximate.

Settings: functional PBE; potential files Ansatz PAW; basis plane waves; wave-function cutoff 580 eV; density cutoff ratio 5; exchange-correlation grid ratio 1; k mesh 1 x 1 x 1, Gamma-centred; self-consistency stop 5e-08 eV per atom in the density residual; occupations fixed; spin none; net charge 0.

Cell vectors (angstrom)
a 11.6015 0 0
b 0 10.938 0
c 0 0 32.9818

Atoms: element, x, y, z (angstrom)
Si -0.0036 -0.0937 24.5042
Si 3.7629 0.0503 24.1695
Si 7.7103 0.1811 24.2672
Si 1.8348 1.3386 24.4353
Si 5.7301 1.41 24.2564
Si 9.7793 1.3432 24.2804
Si 0.1505 5.4238 24.18
Si 4.1844 5.5588 23.9913
Si 7.8883 5.5053 24.3283
Si 2.0982 6.7565 24.0833
Si 6.0689 6.9691 24.1617
Si 9.8433 6.8122 24.2925
Si 2.0134 2.8053 26.2416
Si 5.8057 2.7673 26.1973
Si 9.7226 2.7427 26.1905
Si 0.0618 4.1514 26.1946
Si 3.9397 4.2334 26.0643
Si 7.7848 4.11 26.2257
Si 2.0497 8.077 26.1418
Si 5.8783 8.2555 26.1315
Si 9.7274 8.1761 26.2165
Si 0.0941 9.4402 26.3267
Si 3.9076 9.5966 26.1118
Si 7.822 9.633 26.1537
Si 0.0588 -0.0079 28.1655
Si 3.893 -0.0174 28.1143
Si 7.7692 0.009 28.1369
Si 1.9838 1.3925 28.1501
Si 5.8179 1.381 28.1348
Si 9.717 1.3731 28.1407
Si 0.0211 5.4919 28.1538
Si 3.9159 5.4745 28.1132
Si 7.7515 5.4656 28.1579
Si 1.9807 6.8309 28.1507
Si 5.8376 6.8735 28.1075
Si 9.6721 6.8425 28.1604
Si 1.9336 2.7345 30.0825
Si 5.8008 2.7345 30.0825
Si 9.6679 2.7345 30.0825
Si 0 4.1018 30.0825
Si 3.8672 4.1018 30.0825
Si 7.7343 4.1018 30.0825
Si 1.9336 8.2035 30.0825
Si 5.8008 8.2035 30.0825
Si 9.6679 8.2035 30.0825
Si 0 9.5708 30.0825
Si 3.8672 9.5708 30.0825
Si 7.7343 9.5708 30.0825
Si 0 0 32.0161
Si 3.8672 0 32.0161
Si 7.7343 0 32.0161
Si 1.9336 1.3673 32.0161
Si 5.8008 1.3673 32.0161
Si 9.6679 1.3673 32.0161
Si 0 5.469 32.0161
Si 3.8672 5.469 32.0161
Si 7.7343 5.469 32.0161
Si 1.9336 6.8362 32.0161
Si 5.8008 6.8362 32.0161
Si 9.6679 6.8362 32.0161
Si 1.9336 2.7345 0.9679
Si 5.8008 2.7345 0.9679
Si 9.6679 2.7345 0.9679
Si 0 4.1018 0.9679
Si 3.8672 4.1018 0.9679
Si 7.7343 4.1018 0.9679
Si 1.9336 8.2035 0.9679
Si 5.8008 8.2035 0.9679
Si 9.6679 8.2035 0.9679
Si 0 9.5708 0.9679
Si 3.8672 9.5708 0.9679
Si 7.7343 9.5708 0.9679
Si -0.0463 -0.0092 2.9723
Si 3.8191 -0.0242 2.9444
Si 7.7031 0.0145 2.8641
Si 1.8872 1.3703 2.9642
Si 5.7553 1.3546 2.8744
Si 9.6381 1.3903 2.9335
Si -0.0104 5.4476 2.9061
Si 3.7931 5.4637 2.8919
Si 7.6963 5.4794 2.9101
Si 1.8724 6.8772 2.919
Si 5.7415 6.8373 2.8957
Si 9.663 6.8318 2.9019
Si 1.8283 2.6365 5.0212
Si 5.7203 2.7202 4.7873
Si 9.6112 2.8114 4.866
Si -0.0323 4.1277 4.8764
Si 3.7543 4.0656 4.8072
Si 7.6447 4.1212 4.8623
Si 1.7871 8.2422 4.8836
Si 5.7373 8.1897 4.8333
Si 9.6438 8.2047 4.841
Si -0.0948 9.7043 5.0671
Si 3.759 9.5429 4.9208
Si 7.6893 9.5379 4.7431
Si -0.307 0.1055 7.1997
Si 3.7269 -0.0507 6.8878
Si 7.7389 0.012 6.587
Si 1.8263 1.3829 7.1688
Si 5.6831 1.1805 6.5695
Si 9.4713 1.556 6.8354
Si -0.0857 5.5009 6.7891
Si 3.7935 5.5167 6.6472
Si 7.6492 5.4416 6.8177
Si 1.8591 6.8411 6.7709
Si 5.7461 6.7883 6.7238
Si 9.5486 6.8053 6.7684
H 5.6847 7.6396 7.94
H 11.5164 4.5922 7.9764
H 1.9017 7.72 7.9788
O 10.6137 10.1304 8.5157
O 9.5065 7.7391 8.162
O 5.2867 0.5793 10.2361
O 7.9704 9.9764 7.9376
O 3.8673 4.4751 7.9418
O 4.0386 10.0534 8.3344
O 7.6078 4.5872 8.2698
O 9.1201 2.4047 8.2575
O 2.1244 2.4951 8.4585
H 0.02 10.0343 23.2485
H 9.7872 7.7301 23.1146
H 7.9156 4.5802 23.1568
O 7.344 10.3953 22.8105
O 10.3198 2.1537 22.8912
O 3.4261 10.0762 22.7901
O 4.6112 4.6102 22.6426
O 6.3889 7.906 22.7749
O 1.8298 7.8933 22.8707
O 11.6353 4.4845 22.7708
O 5.9717 2.3373 22.8759
O 1.4889 2.2816 23.0902
Si 8.2418 3.4042 9.2039
Si 3.2556 8.4343 12.0249
Si 7.3169 11.8927 18.4341
Si 11.1779 4.4564 16.0308
Si 3.0522 5.5523 11.3509
Si 7.5419 3.94 19.5696
Si 5.6117 6.6619 12.1777
Si 6.9369 9.1452 21.8648
Si 9.8683 12.5527 13.4297
Si 3.9823 3.6663 19.3645
Si 2.5764 8.9838 21.9226
Si 10.1568 4.8881 18.7535
Si 4.6037 1.4092 17.3409
Si 4.8445 8.473 19.9745
Si 7.4663 10.9904 13.1972
Si 9.7486 6.2557 13.9689
Si 7.1799 -2.1398 10.949
Si 0.9475 3.2609 19.517
Si 5.6797 2.3286 14.4375
Si 2.2073 8.419 14.8263
Si 4.6617 10.058 9.8373
Si 10.7886 8.6811 15.4537
Si 9.2197 9.2496 8.7146
Si 12.3106 12.7655 14.8122
Si 7.116 4.859 13.9176
Si 5.51 3.4963 21.8483
Si 15.6034 7.7884 17.1667
Si 10.3648 7.8486 18.3427
Si 5.7484 6.0913 18.5984
Si 8.7664 0.1631 15.6709
Si 5.5899 2.0522 9.6011
Si 13.1728 0.8365 17.581
Si 9.1929 4.2882 11.9461
Si 3.0723 14.6584 13.9195
Si 3.129 3.6236 9.1113
Si 0.3846 -1.1707 19.7812
Si 9.0241 9.8385 19.9342
Si 13.8853 -5.2065 15.9955
Si 0.1166 2.8826 22.4167
O 7.6476 4.2587 12.489
O 5.1075 1.6076 15.794
O 4.7106 -2.9846 12.5958
O 8.3394 8.8507 21.0463
O 7.0689 5.1454 18.5423
O 9.2039 -1.9572 18.5473
O 7.051 2.6337 10.0518
O 9.9746 3.0755 12.7242
O 13.6144 6.7941 14.7788
O 0.7639 9.0387 15.2561
O 7.6781 -0.5926 14.7002
O 1.0336 2.2302 18.2518
O 2.6833 4.7453 12.7198
O 8.6408 9.0347 10.2531
O 6.9674 -1.1048 12.1945
O 3.5854 8.1495 20.9495
O 2.4787 7.1038 11.4157
O 10.0358 10.0872 15.7815
O 8.2809 5.8056 14.574
O 11.4041 12.0191 13.6606
O 6.382 12.2002 13.4196
O 2.4329 3.8212 19.7614
O 9.8182 6.4555 18.9401
O 10.0961 7.8483 14.1971
O 0.092 -2.6823 19.2146
O 5.6626 2.0505 7.9807
O 5.7824 9.5742 20.7453
O 4.6386 2.8617 20.6216
O 10.5402 10.3454 20.3468
O 3.4805 9.5896 10.8899
O 0.2991 2.5586 20.8266
O 6.8347 4.0825 21.0394
O 3.2157 -6.3841 15.3336
O 4.5223 5.1757 19.1521
O 7.2746 13.4659 18.8163
O 3.1915 0.6254 17.5387
O 12.5231 10.5901 18.4789
O 5.9146 -1.9319 9.9281
O 6.6681 3.5902 14.8514
O 9.8291 5.7472 12.3974
O 8.1951 11.5408 17.1132
O 10.67 7.697 16.7591
O 12.5752 -5.9114 16.6301
O 4.1553 19.7032 18.488
O 13.5726 2.5353 14.0833
O 2.4872 9.0281 13.3343
O 17.0199 -4.0527 17.1796
O 14.4851 6.5845 17.2552
O 4.4668 2.9753 13.5735
O 9.1539 23.4506 14.9229
O 4.3321 13.8234 17.9817
O 1.4683 9.7551 20.9873
O 11.3752 2.9524 15.5096
O 7.0037 7.2423 11.5119
O 12.7304 11.7469 16.0124
O 8.8917 0.6172 12.5593
O 2.3965 4.7138 10.1068
O 4.3102 2.9607 10.0326
O 10.8536 -5.5322 14.7741
O 9.227 4.0695 10.3399
O 5.8585 5.8319 13.5607
O 4.6974 -5.2103 11.1747
O 3.4915 8.6945 15.8719
O 11.6638 4.5836 19.2294
O 9.1494 4.0723 19.7298
O 17.3567 11.4934 18.1388
O 17.4961 7.2322 19.7589
O 10.0199 4.4579 17.1802
O 8.0212 0.1587 19.6688

Results
free energy: -143021.101 eV
free energy less fixed offsets of H -15.97, O -568.88, Si -635.61 eV per atom: 1.949 eV

Forces (eV/angstrom), in the order of the atoms: element, x, y, z
Si -0.0855 -0.3029 0.1724
Si -0.277 -0.2454 -0.2728
Si -0.3084 -0.2328 -0.2426
Si -0.103 0.3012 -0.2056
Si 0.3452 0.4114 -0.1059
Si 0.3329 0.1784 -0.3475
Si -0.0817 -0.2356 -0.3521
Si 0.124 -0.3118 -0.336
Si 0.2174 -0.0868 0.1038
Si -0.1125 0.3267 -0.1136
Si 0.1898 0.3723 -0.4378
Si -0.0476 0.0079 0.0656
Si -0.0713 0.1749 0.1116
Si -0.1898 0.2391 0.023
Si -0.0159 0.1867 0.1652
Si 0.0205 -0.2647 0.0254
Si 0.0634 -0.1485 0.1999
Si -0.0723 -0.154 -0.0273
Si 0.0507 0.171 0.0582
Si 0.0598 0.2451 0.1596
Si -0.0174 0.0664 0.128
Si 0.0444 -0.1205 -0.0223
Si -0.0308 -0.2046 0.197
Si 0.0208 -0.1256 0.0643
Si 0.0083 0.1101 -0.0667
Si 0.044 0.1248 -0.0131
Si 0.0371 0.1373 -0.0859
Si 0.0722 -0.1466 -0.0165
Si -0.0143 -0.1341 -0.0941
Si -0.0435 -0.152 -0.1049
Si -0.0045 0.0819 -0.1063
Si -0.0531 0.1038 -0.0582
Si -0.0621 0.1061 -0.032
Si 0.0879 -0.1457 -0.0717
Si -0.0452 -0.0989 -0.0534
Si 0.0316 -0.1495 -0.098
Si 0.0581 0.0815 0.0963
Si -0.0055 -0.0277 -0.0071
Si 0.0767 0.0389 -0.0551
Si 0.0174 -0.0094 -0.0586
Si 0.1147 0.0087 -0.2577
Si -0.0577 -0.0456 0.0349
Si 0.0459 0.0648 -0.0396
Si 0.0245 0.0615 -0.1505
Si -0.0242 0.0832 0.029
Si 0.0736 -0.0257 0.1796
Si 0.0329 -0.0384 -0.1471
Si 0.0015 0.0582 -0.0888
Si -0.0082 0.0905 0.067
Si -0.002 0.1328 0.0041
Si -0.0072 0.0115 -0.0389
Si 0.0044 -0.0988 0.0601
Si 0.0001 -0.0194 -0.0475
Si -0.0165 -0.0756 0.0275
Si 0.0122 0.0612 0.0027
Si -0.0066 0.0689 -0.0453
Si -0.0024 0.0346 0.0109
Si -0.0065 -0.0754 -0.0045
Si 0.001 -0.0735 -0.0394
Si 0.002 -0.0287 0.0172
Si -0.0515 -0.0445 0.3267
Si -0.071 0.0349 -0.0823
Si 0.0095 0.0315 0.1355
Si -0.002 -0.0728 -0.0215
Si -0.1106 -0.0114 -0.12
Si 0.0013 0.0119 0.1063
Si -0.0459 0.0812 -0.0265
Si -0.0811 0.0426 -0.0237
Si 0.0171 -0.0132 0.0005
Si -0.0512 0.0217 0.3859
Si -0.0873 -0.0358 0.1686
Si 0.0249 -0.0452 -0.147
Si 0.0162 0.1062 0.0985
Si -0.038 0.1327 0.0996
Si 0.0345 0.1212 0.0764
Si -0.0269 -0.1045 0.1098
Si -0.0264 -0.1293 0.0157
Si 0.0004 -0.0793 0.0594
Si -0.0175 0.1412 0.016
Si -0.0192 0.1389 0.058
Si -0.0227 0.1651 0.1105
Si -0.0495 -0.1216 0.0702
Si 0.0281 -0.1596 0.067
Si 0.0029 -0.1006 0.0781
Si -0.0097 0.1483 -0.2515
Si 0.0124 0.1474 -0.0798
Si -0.0094 0.0953 -0.2391
Si -0.0581 -0.1621 -0.0678
Si 0.0441 -0.1718 -0.0115
Si 0.0858 -0.189 -0.1453
Si 0.221 0.0427 -0.0708
Si -0.0393 0.1807 -0.0099
Si -0.1231 0.088 0.0522
Si -0.019 -0.1269 -0.1934
Si -0.0639 -0.1684 -0.1651
Si 0.0848 -0.1585 -0.1936
Si -0.3512 -0.1515 0.2975
Si 0.1635 -0.4138 0.1915
Si -0.1768 -0.2961 0.0636
Si 0.1942 0.4252 0.4963
Si 0.0767 0.2052 0.2048
Si -0.0332 0.332 0.2181
Si 0.1094 0.1508 -0.0317
Si 0.0036 -0.3609 0.2076
Si -0.1019 -0.2694 0.3809
Si -0.1869 -0.0577 -0.14
Si -0.0408 0.1151 -0.089
Si 0.2405 0.3059 0.1638
H 0.0001 0.0847 0.1268
H -0.0073 -0.0368 0.1067
H 0.032 0.0402 0.1281
O 0.3675 0.219 -0.3973
O 0.0236 -0.0163 -0.2522
O -0.0083 0.0021 -0.1257
O -0.0028 0.0003 -0.068
O -0.1212 0.0488 -0.1073
O -0.2161 0.1407 -0.4302
O 0.0461 0.1256 -0.3211
O 0.1717 -0.2268 -0.279
O -0.2399 -0.4903 -0.4872
H 0.0177 0.007 -0.0878
H -0.0138 0.0158 -0.1086
H -0.0133 0.0201 -0.0722
O 0.0237 0.0229 0.193
O -0.117 -0.0074 0.3718
O 0.2215 0.1139 0.2807
O -0.1859 0.3417 0.4356
O -0.1244 -0.2889 0.4284
O 0.0085 -0.2578 0.305
O -0.0062 0.1028 0.3526
O -0.0889 -0.1763 0.2595
O -0.0228 -0.0055 0.1828
Si -0.0841 0.1707 0.0983
Si 0.1662 -0.2078 0.0699
Si 0.0408 0.0061 -0.0086
Si -0.0937 0.0651 0.1363
Si 0.2053 0.1582 0.131
Si 0.0692 -0.0175 -0.2288
Si -0.0242 0.0194 0.0654
Si 0.1212 0.0807 -0.3509
Si -0.1054 -0.0302 0.0324
Si -0.0934 0.0416 -0.2531
Si -0.0671 0.0645 -0.3798
Si -0.0568 0.0671 0.0065
Si 0.0204 0.0846 0.0308
Si 0.0772 -0.1939 -0.308
Si -0.0565 0.0253 0.1143
Si -0.059 -0.0486 0.0479
Si -0.2 -0.1756 0.339
Si 0.0723 0.1466 -0.2536
Si -0.0088 0.0294 0.1394
Si 0.1079 -0.1206 -0.0309
Si 0.1339 -0.0626 0.3591
Si -0.1101 -0.1366 0.1063
Si -0.1993 -0.1585 0.1718
Si -0.0091 0.0827 0.1043
Si -0.0671 0.0083 0.0471
Si 0.1365 0.0119 -0.4087
Si 0.1131 -0.0027 0.0534
Si -0.0189 -0.0866 0.1334
Si 0.1404 -0.1076 -0.0008
Si -0.1204 -0.027 0.1555
Si 0.0262 -0.084 0.051
Si 0.0332 0.1056 0.0543
Si -0.1623 0.0648 0.2108
Si 0.0818 0.0876 0.0817
Si 0.2748 0.2924 0.0589
Si -0.1897 -0.0959 -0.1502
Si 0.0757 0.0061 -0.2252
Si 0.0013 -0.0833 0.0751
Si -0.0057 -0.1896 -0.2341
O 0.0876 -0.0265 -0.1581
O -0.0108 -0.0275 -0.0223
O -0.071 0.0592 -0.0253
O -0.0691 -0.0073 0.1362
O -0.0482 -0.0168 0.0486
O -0.0442 0.0115 0.055
O 0.0378 -0.0315 -0.0858
O 0.0605 -0.0104 -0.0367
O -0.0413 0.0283 -0.064
O 0.0261 0.0546 -0.0016
O 0.0684 0.0287 -0.0312
O -0.0095 0.0068 0.0658
O -0.0404 -0.0569 -0.085
O 0.1993 0.1067 -0.2926
O 0.0186 -0.0268 -0.1304
O -0.0435 -0.0393 0.2003
O -0.0551 -0.0219 -0.0138
O 0.0832 -0.0491 -0.0383
O 0.057 0.0688 0.008
O 0.0733 -0.0068 -0.0316
O 0.0539 -0.0411 -0.0656
O 0.0263 -0.0351 0.0596
O 0.0177 0.0074 -0.0543
O 0.0208 0.0392 -0.0251
O 0.0386 0.0739 -0.0205
O 0.0143 0.156 0.0274
O 0.0317 0.0518 0.2584
O -0.0083 -0.0801 0.234
O 0.0183 0.0169 0.0814
O 0.0033 0.0843 -0.1351
O -0.0779 -0.0265 0.2301
O -0.063 0.0094 0.2233
O -0.0491 0.0316 0.0166
O -0.0472 -0.0436 0.0098
O -0.0134 0.0455 0.0372
O -0.021 -0.005 -0.0296
O 0.0233 -0.0056 0.0472
O -0.0407 0.038 -0.1725
O 0.0049 -0.0091 -0.0109
O 0.038 -0.0315 0.0101
O 0.0372 0.0042 -0.0505
O 0.0319 0.051 -0.1038
O 0.0616 0.0373 -0.0198
O -0.0021 -0.0067 0.0573
O -0.0429 -0.0709 -0.0309
O -0.0575 0.0352 0.0535
O -0.1656 0.0979 0.009
O 0.0251 -0.0074 -0.0469
O -0.0575 -0.0096 -0.0701
O 0.066 0.027 -0.0878
O -0.022 -0.0101 0.0475
O 0.1549 0.0172 0.184
O 0.0152 -0.0715 -0.0684
O 0.0351 0.131 -0.1092
O -0.0102 -0.0202 -0.1203
O 0.0453 0.0457 0.0332
O -0.0993 -0.0861 -0.1437
O -0.1202 -0.0194 -0.0342
O 0.0546 -0.0564 -0.0471
O 0.0281 -0.0403 -0.1686
O 0.0583 0.0122 -0.0119
O -0.1025 -0.0462 -0.0053
O -0.0406 -0.0134 -0.0072
O 0.0973 -0.0809 0.0184
O -0.0205 -0.0513 0.0906
O 0.0113 0.0055 -0.0023
O -0.0944 0.1032 0.0826
O 0.059 -0.0151 -0.0852
O 0.0017 -0.0422 0.0303

The program warned: the cutoff lies below the one the program advises for these potential files; the exchange-correlation potential is rough where the density is thin.
